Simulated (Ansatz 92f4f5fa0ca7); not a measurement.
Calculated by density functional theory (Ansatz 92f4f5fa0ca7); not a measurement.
Periodic cell of 192 atoms, Si128O64, from a study of silicon, its oxide and their interface. The atomic structure is a simulated model.
This geometry differs little from another in the collection (a relaxation step or a small displacement).

Settings: functional r2SCAN; potential files Ansatz PAW; basis plane waves; wave-function cutoff 800 eV; density cutoff ratio 5; exchange-correlation grid ratio 1; k mesh 1 x 1 x 1, shifted by 0.5 0.5 0 of a step; self-consistency stop 1e-10 eV per atom in the density residual; occupations fixed; spin none; net charge 0.

Cell vectors (angstrom)
a	10.888	0	0
b	0	10.888	0
c	0	0	28.4403

Atoms: element, x, y, z (angstrom)
Si	-0.4111	0.5932	0.0309
Si	2.888	2.4071	-0.0404
Si	1.3296	6.9927	1.4558
Si	2.9841	7.992	0.0922
Si	1.3413	-1.1161	-2.0464
Si	8.5388	2.5318	-0.1111
Si	5.1756	5.681	0.0651
Si	8.1077	7.6719	-0.2532
Si	1.3118	1.4465	1.3797
Si	3.9983	4.0635	1.2626
Si	-0.2167	5.8569	0.1711
Si	4.8595	10.81	-0.2043
Si	7.001	1.5073	1.3337
Si	10.9168	2.844	2.7538
Si	6.735	6.7753	1.4019
Si	10.8637	8.3768	2.7481
Si	-1.3279	4.1276	1.3056
Si	2.6207	0.0114	2.7626
Si	-1.3659	9.8626	1.4241
Si	2.6771	5.4655	2.6857
Si	5.452	2.7801	2.6269
Si	8.14	0.1314	2.8659
Si	5.5163	8.2342	2.775
Si	8.1401	5.4272	2.7029
Si	1.3798	4.1523	4.1281
Si	4.082	1.3939	4.0174
Si	1.3249	9.5991	4.1941
Si	4.1036	6.8113	4.0393
Si	6.7921	4.0864	4.0735
Si	9.5741	1.4613	4.1367
Si	6.8277	9.5759	4.1577
Si	9.5081	6.8687	4.0157
Si	-0.0069	0.0773	5.5271
Si	2.741	2.7395	5.4375
Si	-0.0262	5.5101	5.4164
Si	2.7274	8.1534	5.4224
Si	5.4157	0.0275	5.4365
Si	8.1514	2.7607	5.4602
Si	5.4456	5.4509	5.4367
Si	8.189	8.1855	5.4668
Si	1.3932	1.398	6.853
Si	4.1069	4.0747	6.809
Si	1.3654	6.8091	6.7903
Si	4.0839	9.5124	6.7805
Si	6.8107	1.3519	6.7932
Si	9.5205	4.1282	6.7849
Si	6.8176	6.801	6.8019
Si	9.5391	9.5468	6.8392
Si	-0.022	2.7611	8.1561
Si	2.7469	-0.0363	8.1614
Si	0.0456	8.1841	8.1608
Si	2.7084	5.4189	8.1472
Si	5.4502	2.6736	8.1607
Si	8.1623	0.005	8.1831
Si	5.4416	8.1504	8.1491
Si	8.1798	5.4479	8.1735
Si	1.3571	4.0593	9.5284
Si	4.1115	1.2765	9.5328
Si	1.4102	9.5065	9.5506
Si	4.0624	6.782	9.4993
Si	6.8362	4.0137	9.4853
Si	9.5488	1.3659	9.5327
Si	6.7988	9.5093	9.5112
Si	9.5838	6.8113	9.4945
Si	0.0708	0.0144	10.8787
Si	2.6556	2.5716	10.8342
Si	0.0505	5.4714	10.8855
Si	2.7514	8.1333	10.939
Si	5.449	-0.0877	10.9417
Si	8.1644	2.6757	10.9161
Si	5.4011	5.3264	10.762
Si	8.2152	8.1727	10.8118
Si	1.4364	1.2358	12.394
Si	4.0248	3.9094	12.0861
Si	1.4075	6.7888	12.3302
Si	4.1282	9.418	12.366
Si	6.8048	1.2699	12.296
Si	9.5924	4.0677	12.1767
Si	6.8326	6.695	11.9792
Si	9.5839	9.5689	12.1761
Si	0.0133	2.7407	13.5862
Si	2.8441	-0.1608	13.8851
Si	0.0017	8.2443	13.6095
Si	2.8035	5.2672	13.529
Si	5.317	2.6014	13.5488
Si	8.253	-0.0256	13.6444
Si	5.5866	7.9276	13.4953
Si	8.1375	5.4033	13.4172
Si	1.4054	4.0278	15.0055
Si	4.1717	1.334	15.2824
Si	3.9561	7.489	17.1301
Si	4.7542	5.9977	14.6254
Si	7.5847	2.7642	16.2397
Si	9.3963	1.5811	15.0131
Si	7.3521	8.9267	14.664
Si	10.4848	5.9558	16.883
Si	1.7445	-2.7162	17.1792
Si	6.0176	0.801	16.9438
Si	2.3201	2.3484	16.4707
Si	1.2041	9.5709	15.221
Si	6.3492	-1.6179	16.7297
Si	11.2707	0.7376	16.2467
Si	6.5044	4.2491	14.6466
Si	9.019	7.2383	14.6091
Si	-1.1582	26.6289	25.0964
Si	32.4279	-20.8251	19.3101
Si	-3.7419	3.8793	26.6314
Si	8.4709	-6.7357	22.4939
Si	8.1693	24.1806	20.2711
Si	-3.3161	21.7398	24.0798
Si	4.0265	9.5091	29.9527
Si	-17.8766	-1.0823	21.8596
Si	-26.5292	-18.9678	23.9065
Si	-8.2561	-16.0989	23.908
Si	13.2205	2.1542	19.5357
Si	-11.6027	-0.7548	23.0994
Si	12.7764	21.0025	19.7257
Si	-5.7005	7.4847	23.4894
Si	14.0544	13.8671	22.5613
Si	40.0622	-4.1521	21.5141
Si	23.169	26.0998	26.4183
Si	27.8098	-10.4621	20.0786
Si	0.222	-14.2189	24.393
Si	6.3265	-3.9996	18.6059
Si	8.1161	-28.2623	17.9118
Si	2.0966	-32.2641	23.8251
Si	40.6265	-23.0532	21.4643
Si	17.1181	30.8051	26.0767
O	6.9069	19.1686	-10.4902
O	-11.6222	39.0785	-3.41
O	-8.7459	13.9537	-1.3431
O	4.0737	-14.9369	-0.4704
O	-17.9185	1.1773	-0.5789
O	22.4601	-2.3389	-2.8606
O	3.3775	21.4328	-5.2472
O	-5.3844	8.2328	-3.5556
O	12.362	6.801	-4.7656
O	26.6026	10.837	-7.4087
O	13.5771	-8.0799	-10.3671
O	39.414	-20.0313	-7.7501
O	13.2926	-5.867	-3.0618
O	24.0339	1.9742	-4.9623
O	-2.2576	19.9888	0.2786
O	15.5952	-36.5669	-9.9529
O	18.7768	-7.2081	19.3462
O	9.5974	-6.6018	23.6133
O	-4.3744	-26.0074	20.186
O	28.0689	11.4412	28.6317
O	-11.4531	8.528	23.3658
O	-1.6882	-0.0088	24.1803
O	5.5856	-20.9767	18.5696
O	-6.6933	6.2405	16.1418
O	27.9622	-7.7184	25.5087
O	-8.8424	-10.926	25.393
O	9.6527	-5.8858	17.9101
O	24.4858	22.3563	19.3628
O	-6.24	-13.3047	22.3326
O	-3.8559	-5.2563	17.8433
O	28.9242	-0.763	20.173
O	-12.4292	17.7299	16.1693
O	9.1075	1.309	19.5579
O	-4.3851	-14.9892	22.8655
O	24.4172	9.3721	20.9416
O	10.7491	11.3709	17.7782
O	0.7299	10.8119	23.1161
O	-8.5012	30.7904	27.3843
O	8.41	-5.3902	21.6242
O	18.0986	18.8755	26.8611
O	-10.6719	21.5047	27.2083
O	13.498	4.4853	22.81
O	22.4783	13.1279	19.6715
O	0.3972	15.9386	15.8208
O	14.9657	6.3701	23.8449
O	11.5529	6.9851	17.5447
O	6.1287	-5.9558	27.3756
O	-2.5958	-2.8327	21.3459
O	10.8766	-6.9948	25.7394
O	5.1255	-12.0231	27.0238
O	9.377	-0.5413	21.7063
O	7.0913	10.2488	25.4823
O	-9.0946	-12.617	18.4628
O	19.8035	13.7801	21.6076
O	-7.8557	-8.1922	20.9353
O	4.6731	2.8206	23.1959
O	7.0121	14.8008	23.1351
O	15.6364	-12.9429	16.6041
O	0.9245	-16.3623	27.5173
O	-3.7618	9.8867	22.8456
O	-4.0123	-9.5072	23.8026
O	19.2207	4.7238	25.9011
O	22.1743	-11.186	20.1358
O	31.2138	6.7352	27.9259

Results
free energy: -118370.903 eV
free energy less fixed offsets of O -570.45, Si -639.56 eV per atom: 1.577 eV

Forces (eV/angstrom), in the order of the atoms: element, x, y, z
Si	-0.014	0.0276	0.0777
Si	0.0125	-0.0023	0.1069
Si	-0.0029	0.0036	-0.0036
Si	0.0084	-0.0294	0.0978
Si	-0.0172	0.0003	0.2701
Si	-0.0041	-0.0013	0.007
Si	-0.013	0.0054	0.08
Si	0.0228	-0.0031	0.1322
Si	0.0015	0	-0.0097
Si	-0.0012	-0.0007	-0.0079
Si	-0.0164	0.0007	0.0958
Si	-0.007	0.0344	0.1253
Si	-0.0029	0.0093	0.0258
Si	-0.0033	-0.0072	-0.002
Si	-0.0055	-0.0024	-0.0081
Si	-0.0022	0.0017	-0.0006
Si	0.0036	0.0123	-0.0104
Si	0.0008	0.0014	0.0038
Si	0.0142	0.0158	0.0294
Si	0.0021	0.0004	0.0011
Si	0.0033	-0.0015	-0.0019
Si	0.0081	0.0037	-0.0061
Si	0.0014	0.0006	0.003
Si	0.0014	0.0003	0.0026
Si	-0.0003	0.0026	0.0008
Si	0.0015	-0.0008	-0.0005
Si	0.0003	-0.0005	0.001
Si	-0.0008	-0.0018	-0.0002
Si	-0.001	-0.0002	-0.0003
Si	-0.0019	-0.0009	0.0023
Si	-0.0011	0.0005	0.0003
Si	0.0012	0.0007	-0.0002
Si	0.0016	-0.0005	-0.0002
Si	0.0005	-0.0002	-0.0005
Si	0.0008	-0.0003	0.0003
Si	0.0011	0.0006	0.0008
Si	-0.0003	-0.0009	0.0005
Si	0.0004	-0.0002	0.0006
Si	0.0015	0.0015	0.0005
Si	-0.0002	0	0.0001
Si	-0.0005	-0.0008	-0.0009
Si	-0.0007	-0.0006	-0.0007
Si	0.0001	-0.0005	0.0001
Si	0.0009	-0.0007	-0.0006
Si	0.0007	-0.0011	-0.0007
Si	0.0007	-0.0004	-0.0014
Si	0.0005	0.0004	-0.0005
Si	0.0005	-0.0001	-0.001
Si	-0.0002	-0.0007	-0.0006
Si	-0.0001	-0.001	-0.0008
Si	0.0001	-0.0007	-0.0007
Si	0.0005	0.0007	-0.001
Si	0.001	-0.0004	-0.0014
Si	0.0008	-0.0004	-0.0008
Si	0.0002	0.0001	-0.0008
Si	0.001	-0.0004	-0.0005
Si	0.0005	-0.0008	-0.0002
Si	-0.0002	-0.0003	-0.0005
Si	-0.0004	0.0001	-0.0003
Si	-0.0008	-0.0005	-0.0005
Si	0	-0.0007	-0.0015
Si	0.0008	-0.0001	-0.0001
Si	0.0007	-0.0001	-0.0003
Si	0.0006	0.0004	-0.0006
Si	-0.0005	-0.0004	-0.0004
Si	0.0006	-0.0007	0
Si	-0.0009	0.0001	-0.001
Si	0.0006	-0.0001	0
Si	-0.0005	-0.0006	0.0008
Si	0.0007	-0.0007	-0.0009
Si	0	0.0003	0.0013
Si	0.0008	-0.0011	-0.0004
Si	0.0037	0	-0.0003
Si	0.0043	-0.0023	0.0008
Si	-0.0025	-0.0004	0.0009
Si	-0.0013	0.0021	0.0025
Si	-0.0006	0.0024	0.0016
Si	-0.0003	-0.0032	0.0031
Si	0.0018	0.0006	-0.0005
Si	-0.003	-0.0023	0.0014
Si	-0.0055	-0.0031	-0.0014
Si	-0.0035	0.0014	0.0043
Si	0.0052	0.0085	0.0007
Si	-0.001	0.0011	-0.0015
Si	-0.0075	0.0011	-0.0028
Si	0.0073	-0.0028	-0.0014
Si	0.0022	0.0021	-0.0017
Si	-0.0054	0.0007	-0.0037
Si	-0.0116	0.0074	0.0305
Si	-0.0008	0.002	0.0001
Si	0.0255	0.0013	0.1104
Si	-0.0056	0.0017	0.0454
Si	-0.0014	-0.0007	0.0079
Si	-0.0096	0.0056	-0.0007
Si	0	0.0002	-0.0034
Si	-0.0061	-0.0104	0.1222
Si	0.0017	0.0256	0.1271
Si	-0.0197	-0.0037	0.118
Si	0.0148	0.0203	0.0894
Si	-0.0003	-0.0004	-0.0061
Si	-0.0075	-0.0468	0.1072
Si	-0.0228	-0.0098	0.0812
Si	0.0023	-0.0053	0.0049
Si	0.0077	-0.0111	0.0369
Si	-0.0112	-0.0139	0.2572
Si	-0.0215	0.0123	0.2336
Si	0.0058	-0.005	0.2391
Si	-0.0012	0.0239	0.2745
Si	0.0186	-0.0186	0.2522
Si	-0.0109	0.0123	0.2484
Si	-0.0025	-0.004	-0.0075
Si	0.0164	-0.0375	0.2618
Si	0.014	0.014	0.2722
Si	-0.042	0.0051	0.2198
Si	0.0287	-0.001	0.284
Si	0.0258	-0.0318	0.2184
Si	0.0304	0.0204	0.2529
Si	-0.029	-0.0041	0.2604
Si	0.01	0.0404	0.276
Si	0.0347	-0.0049	0.2608
Si	-0.0109	-0.0311	0.2346
Si	0.0255	-0.0593	0.2753
Si	0.0117	-0.0131	0.214
Si	0.0196	-0.0276	0.232
Si	-0.0186	0.0159	0.1864
Si	-0.0364	-0.0158	0.2505
Si	0.0297	-0.0026	0.2318
Si	0.004	-0.0095	0.269
O	0.0006	0.0617	-0.1126
O	0.0127	0.0286	-0.0832
O	-0.0399	0.0485	-0.1171
O	-0.003	0.0067	-0.0511
O	0.0122	-0.0127	-0.0569
O	-0.033	-0.0538	-0.1334
O	0.0459	-0.0338	-0.1358
O	-0.0362	-0.0505	-0.1742
O	0.0218	-0.0044	-0.0768
O	0.0438	0.0442	-0.124
O	-0.0044	0.0022	-0.1826
O	-0.0073	-0.002	-0.0943
O	0.0472	0.0479	-0.1602
O	0.0221	0.0259	-0.1001
O	-0.0286	-0.0361	-0.0629
O	-0.0481	0.0181	-0.095
O	-0.0047	0.0555	-0.1828
O	-0.0468	-0.0314	-0.1772
O	-0.0485	0.009	-0.2071
O	-0.0224	-0.0278	-0.0552
O	-0.0334	0.0563	-0.1
O	0.0139	-0.0137	-0.0998
O	0.0055	0.0205	-0.2355
O	0.011	-0.0287	-0.0829
O	-0.059	-0.0407	-0.2142
O	0.0276	0.0537	-0.1792
O	0.0156	0.0073	-0.0725
O	-0.0018	0.01	-0.0863
O	-0.0285	0.0601	-0.1202
O	0.0178	-0.0346	-0.0793
O	-0.0447	0.0384	-0.1231
O	-0.0214	0.0266	-0.0692
O	0.033	-0.0114	-0.0918
O	0.0551	-0.014	-0.1321
O	-0.0598	0.0127	-0.144
O	0.0253	-0.0088	-0.1851
O	-0.0148	0	-0.0912
O	-0.0432	0.0511	-0.1249
O	-0.0165	0.0329	-0.1046
O	-0.0501	0.0492	-0.1327
O	0.0631	-0.0631	-0.1342
O	0.0142	-0.0643	-0.1134
O	-0.0041	-0.0077	-0.0799
O	0.0241	-0.0264	-0.058
O	0.029	0.0185	-0.0776
O	-0.0068	-0.0037	-0.043
O	0.0394	-0.0348	-0.1048
O	-0.0197	-0.0109	-0.0831
O	-0.0358	0.0185	-0.1031
O	0.0489	-0.0494	-0.1363
O	-0.0395	0.0039	-0.1255
O	0.0368	0.045	-0.1431
O	-0.0019	-0.0868	-0.1739
O	-0.011	-0.0577	-0.1622
O	-0.0406	-0.0418	-0.2195
O	-0.0563	-0.006	-0.1016
O	0.0483	0.02	-0.1214
O	0.0103	0.0204	-0.0501
O	0.0372	-0.0396	-0.1244
O	0.0066	-0.0361	-0.1609
O	0.0034	-0.0086	-0.0903
O	0.0641	0.0455	-0.1372
O	-0.0004	0.0176	-0.0986
O	-0.0065	0.0117	-0.0572

The program warned: the cutoff lies below the one the program advises for these potential files; the forces do not sum to zero within the program's tolerance; empty levels may hold ghost states of the PAW files; the exchange-correlation potential is rough where the density is thin.
